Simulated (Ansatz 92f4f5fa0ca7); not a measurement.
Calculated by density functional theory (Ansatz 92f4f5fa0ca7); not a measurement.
Periodic cell of 224 atoms, Si133O89H1N1, from a study of silicon, its oxide and their interface. The atomic structure is a simulated model.

Settings
functional: PBE
potential files: Ansatz PAW
basis: plane waves
wave-function cutoff: 700 eV
density cutoff ratio: 5
exchange-correlation grid ratio: 1
k mesh: 2 x 2 x 1, shifted by 0.5 0.5 0.5 of a step
self-consistency stop: 5e-08 eV per atom in the density residual
occupations: fixed
spin: none
net charge: 0

Cell vectors (angstrom)
a	10.938	0	0
b	0	10.938	0
c	0	0	32.3245

Atoms and the computed forces on them: element, x, y, z (angstrom), force x, y, z (eV/angstrom)
Si	0.4609	-0.5609	24.7642	0.0114	-0.034	-0.0262
Si	5.5561	-0.2865	24.9142	-0.0084	-0.0289	-0.0306
Si	2.5719	2.9415	24.9329	0.0077	0.0229	-0.0149
Si	8.0534	2.9515	24.6715	-0.0049	0.0127	-0.0451
Si	0.3428	5.2214	24.8293	0.0306	-0.0166	-0.0312
Si	4.8429	6.0166	24.82	-0.0485	0.0204	-0.0348
Si	2.7087	8.2273	25.3074	0.0229	0.0065	-0.0014
Si	7.9416	8.5505	24.7071	-0.0068	0.0208	-0.0299
Si	1.3706	1.2685	26.0852	0.0039	0.0006	0.0107
Si	6.7798	1.44	26.0306	0.0033	-0.0085	0.0103
Si	4.064	4.2169	26.2011	0.0085	-0.0163	-0.0149
Si	9.5577	4.1229	26.0791	0.0084	0.017	0.0049
Si	1.2731	6.7724	26.3462	-0.0013	-0.0086	0.0021
Si	6.77	6.8875	25.9983	0.0069	0.0187	0.0158
Si	4.1661	9.5903	26.4561	-0.0232	0.0014	-0.0184
Si	9.5793	9.5715	26.0879	0.0062	-0.0119	0.0039
Si	2.716	0.0522	27.6	-0.0219	0.0096	-0.0042
Si	8.1991	0.061	27.4579	0.0003	-0.0027	-0.0067
Si	-0.0173	2.6985	27.4708	-0.0025	0.0024	-0.0067
Si	5.4565	2.7754	27.4995	0.0159	0	-0.0024
Si	2.7109	5.468	27.6334	0.0001	-0.0126	-0.0055
Si	8.1706	5.5044	27.4481	-0.0119	0.0036	0.0059
Si	-0.0849	8.2215	27.5705	-0.0032	0.0103	-0.0063
Si	5.5432	8.1459	27.6073	0.0286	-0.0106	-0.0034
Si	4.1018	1.3673	28.9062	0.0849	0.5247	0.1344
Si	9.5708	1.3673	28.9062	-0.0897	0.0705	-0.2406
Si	1.3673	4.1018	28.9062	-0.323	-0.5507	0.1155
Si	6.8362	4.1018	28.9062	0.1128	0.1606	-0.3968
Si	4.1018	6.8362	28.9062	0.1567	-0.0839	0.4704
Si	9.5708	6.8362	28.9062	-0.6029	-0.105	0.0412
Si	1.3673	9.5708	28.9062	-0.2003	0.0057	0.0284
Si	6.8362	9.5708	28.9062	0.4999	0.2217	-0.0747
Si	0	0	30.2735	-0.017	-0.0769	0.0017
Si	5.469	0	30.2735	0.058	0.0373	-0.0716
Si	2.7345	2.7345	30.2735	0.0097	0.0053	0.0451
Si	8.2035	2.7345	30.2735	0.0697	0.0204	-0.0559
Si	0	5.469	30.2735	-0.0908	-0.1561	-0.0609
Si	5.469	5.469	30.2735	-0.0922	0.0042	0.035
Si	2.7345	8.2035	30.2735	0.0597	0.0004	-0.024
Si	8.2035	8.2035	30.2735	0.068	0.0533	0.0464
Si	1.3673	1.3673	31.6407	0.061	0.0225	-0.0017
Si	6.8362	1.3673	31.6407	-0.0467	-0.0123	-0.0099
Si	4.1018	4.1018	31.6407	-0.0053	-0.0116	0.0212
Si	9.5708	4.1018	31.6407	-0.0229	0.0617	0.0068
Si	1.3673	6.8362	31.6407	0.0343	0.0253	-0.0174
Si	6.8362	6.8362	31.6407	-0.0232	0.0132	-0.0014
Si	4.1018	9.5708	31.6407	-0.0695	0.0303	-0.0049
Si	9.5708	9.5708	31.6407	-0.0034	-0.0356	0.0155
Si	2.7345	0	0.6835	0.0329	-0.0455	-0.0053
Si	8.2035	0	0.6835	0.0035	0.0026	-0.0217
Si	0	2.7345	0.6835	-0.0075	-0.0255	0.011
Si	5.469	2.7345	0.6835	0.0102	0.0005	0.0092
Si	2.7345	5.469	0.6835	-0.0167	0.0136	-0.0165
Si	8.2035	5.469	0.6835	0.0453	-0.0299	-0.0094
Si	0	8.2035	0.6835	0.0217	0.0355	0.0101
Si	5.469	8.2035	0.6835	-0.0104	-0.0483	0.0121
Si	4.1018	1.3673	2.0507	-0.0957	-0.0191	-0.0149
Si	9.5708	1.3673	2.0507	-0.0117	-0.0529	0.0328
Si	1.3673	4.1018	2.0507	0.1489	0.0939	0.0202
Si	6.8362	4.1018	2.0507	-0.0835	0.0372	-0.0304
Si	4.1018	6.8362	2.0507	-0.0253	-0.0054	0.043
Si	9.5708	6.8362	2.0507	-0.1041	-0.0697	-0.0109
Si	1.3673	9.5708	2.0507	0.033	-0.0281	-0.0096
Si	6.8362	9.5708	2.0507	0.0904	0.1564	0.0342
Si	0	0	3.418	-0.24	-0.1696	-0.1473
Si	5.469	0	3.418	0.4109	0.2007	0.1576
Si	2.7345	2.7345	3.418	0.104	-0.0421	-0.429
Si	8.2035	2.7345	3.418	-0.0173	-0.0239	0.4046
Si	0	5.469	3.418	-0.2356	-0.022	0.3374
Si	5.469	5.469	3.418	0.2265	-0.1863	-0.5194
Si	2.7345	8.2035	3.418	-0.2274	0.0493	-0.0491
Si	8.2035	8.2035	3.418	0.3296	-0.0432	0.161
Si	1.307	1.4209	4.7221	-0.0128	0.0069	0.016
Si	6.897	1.3421	4.8712	0.0082	0.003	-0.0069
Si	4.1924	4.0274	4.7217	0.0136	-0.0046	0.0142
Si	9.5522	4.0949	4.8541	-0.0024	-0.0036	-0.0029
Si	1.3383	6.8598	4.7947	-0.0296	0.0198	0.0009
Si	6.8466	6.8003	4.7517	0.0171	-0.0102	0.0107
Si	4.1137	9.5751	4.7377	0.0163	-0.0089	0.0166
Si	9.6405	9.5244	4.839	-0.001	0.0012	0.0059
Si	2.8227	0.1693	5.9552	-0.0141	-0.0385	0.0208
Si	8.2407	-0.1127	6.2607	-0.0082	0.0075	0.0066
Si	-0.0661	2.6439	6.2278	0.0208	0.0085	-0.0144
Si	5.6033	2.8244	6.2424	-0.0194	-0.0034	-0.0237
Si	2.7138	5.3503	5.9248	-0.0003	0.0216	0.0043
Si	8.2438	5.557	6.2328	-0.0184	-0.0344	0.0105
Si	0.1652	8.276	6.3437	-0.0279	-0.0063	-0.0057
Si	5.3906	8.1034	6.0507	-0.0007	0.0036	-0.0166
Si	3.8641	1.7499	7.358	-0.0418	-0.0117	0.0437
Si	9.9687	0.881	7.6007	0.0248	-0.0176	0.0316
Si	1.5828	3.8847	7.3347	0.031	0.0024	0.0347
Si	6.6135	4.5129	7.6351	-0.0161	0.0206	0.0298
Si	4.1632	6.4983	7.2974	0.0049	-0.0193	0.0368
Si	9.3441	7.1843	7.5952	-0.0348	-0.0134	0.0185
Si	1.6164	9.9188	7.5115	0.0259	0.0463	-0.0001
Si	6.8836	9.2218	7.4272	0.0086	-0.0127	0.0301
O	10.9738	5.876	23.3448	-0.0083	-0.0233	0.0012
O	4.5216	0.0268	23.6669	0.0236	0.0255	-0.0021
O	8.0628	8.1826	8.0196	0.006	0.0014	0.019
O	2.7269	2.8266	7.889	-0.0012	0.0092	0.0154
O	7.1423	4.0487	23.8322	0.0058	-0.009	-0.0051
O	1.6737	9.2597	24.5057	-0.0171	0.015	-0.0277
O	5.3675	5.5538	7.9088	0.0034	0.0005	0.0156
O	0.3398	-0.0618	8.035	-0.0189	0.0041	0.0191
O	7.0607	4.1711	9.2001	0.014	-0.0028	-0.0022
O	5.7832	9.7404	8.5593	0.0067	0.0101	0.0025
O	9.9441	6.4813	8.9749	0.0105	0.0093	-0.0106
N	2.8929	9.5448	8.7487	-0.0066	-0.0114	0.0232
O	4.3542	0.9983	8.7357	0.002	-0.008	-0.0088
O	1.0172	4.7228	8.6289	-0.0136	-0.0102	-0.0042
O	9.2686	1.268	9.0391	0.0203	-0.0095	0.0014
O	3.2071	6.8566	8.5918	0.0163	0.0138	0.0055
O	7.381	6.2041	22.2048	0.0024	0.001	0.0003
O	8.8681	2.1248	23.4966	0.0009	0.021	-0.0089
O	5.0843	5.4899	23.2818	0.0273	0.002	0.0102
O	3.3109	2.3975	23.5583	-0.0142	-0.0231	-0.0025
O	10.9055	-0.2629	23.2144	0.0223	0.0148	0.0035
O	3.7301	7.2072	24.477	0.0083	-0.0159	-0.0165
O	1.4348	4.0402	24.4747	-0.0138	0.0048	-0.0375
O	6.7454	9.6485	24.3388	-0.0042	-0.0017	-0.0249
Si	14.6161	1.0482	22.7259	0.0021	0.001	0.0089
Si	-1.3017	2.5664	22.1261	0.0012	-0.002	0.0001
Si	0.7011	11.5173	22.0139	0.0065	0.0022	-0.0037
Si	11.5645	0.6988	14.9131	-0.0033	-0.0028	-0.0002
Si	5.7022	-0.7077	11.8934	-0.0049	-0.001	-0.0045
Si	11.6162	15.6875	12.5867	0.0028	0.0016	-0.0016
Si	9.3374	1.487	10.6548	-0.0005	0.0025	0.006
Si	5.2495	4.0024	19.947	0.0046	0.0008	-0.0033
Si	9.7725	7.981	13.445	-0.0004	0.0016	0.0025
Si	10.3698	-3.013	16.3984	-0.0012	-0.001	0.003
Si	10.7852	5.2266	9.6178	-0.0005	-0.0004	-0.0031
Si	-0.3092	5.4266	21.8071	-0.0002	0.003	-0.003
Si	8.4878	-1.317	11.4376	-0.0041	-0.0045	-0.0019
Si	8.7487	4.9848	13.1439	-0.003	-0.0001	0.0026
Si	7.1933	3.4739	15.5249	-0.001	-0.001	0.0007
Si	12.2259	5.9898	15.3147	-0.0008	-0.0022	-0.0026
Si	5.6588	5.6162	17.2819	-0.0022	-0.0043	0.0001
Si	4.391	10.3746	9.1841	-0.0052	0.0014	-0.0041
Si	13.3815	1.4114	18.6512	0.0003	-0.0019	-0.0003
Si	9.6452	0.7315	19.8103	0.0011	-0.0024	-0.0027
Si	-1.1488	2.2118	16.9262	-0.0047	-0.0005	0.001
Si	12.5912	9.8283	17.1521	0.001	0.0001	0.0013
Si	5.1402	1.0791	20.0005	0.0017	0.0012	-0.0003
Si	3.5444	7.6906	16.3755	0.001	-0.0008	0.0035
Si	12.9924	4.0762	19.9794	-0.0002	0.0024	0.0006
Si	-3.627	9.633	19.7145	-0.0032	-0.0028	-0.0001
Si	8.3865	7.4149	21.8381	-0.0019	0.0009	-0.004
Si	2.5011	2.3511	13.337	0.0053	0.0039	-0.0014
Si	5.5962	-1.4965	14.7773	0.0021	0.003	-0.0035
Si	2.684	8.0332	9.5813	0.0002	0.0101	-0.0063
Si	-3.5935	-2.6872	16.9637	-0.0003	0.0033	-0.0002
Si	0.7725	11.5308	11.9662	0.0057	0.0015	-0.0008
Si	6.4711	4.9485	22.6414	0.0059	-0.0006	-0.0081
Si	1.5405	-7.1913	17.1581	0.0024	0.0057	-0.0027
Si	11.0973	8.7432	10.918	0.0041	-0.0045	-0.0045
Si	5.3611	1.3593	14.022	0.0005	0.0014	0
Si	8.1404	4.0098	10.402	0.0031	0.0042	-0.0003
O	8.131	2.5136	11.0352	0.0001	0.013	-0.0132
O	5.5965	-1.7505	13.1568	0.0012	0.0269	0.0047
O	9.8039	1.5189	18.3993	-0.0054	0.0036	-0.008
O	3.6534	-6.6909	20.3139	0.0022	-0.0057	-0.0133
O	-1.401	8.8916	10.4029	0.0143	0.0185	0.0392
O	0.0686	0.1613	20.5581	-0.0164	0.0148	0.0267
O	1.0623	7.9161	9.844	0.0129	0.0139	0.0135
O	15.004	2.3399	13.7785	-0.0051	-0.0184	-0.0062
O	17.8818	-1.2777	10.9884	0.0068	0	0.0132
O	12.4923	0.1023	18.2447	0.0042	-0.0042	-0.0227
O	10.9117	6.3786	16.2313	0.013	0.0216	-0.0137
O	10.2814	-2.4107	14.8834	-0.0041	-0.0191	0.0046
O	7.8601	4.3861	14.351	0.0018	-0.0089	0.0029
O	13.2176	12.1075	12.223	-0.0253	0.0125	0.0211
O	6.7579	6.743	16.9246	-0.0153	0.0091	0.0042
O	11.0825	11.1273	13.4359	0.0272	0.0141	-0.0006
O	12.9147	4.6163	15.8577	-0.0172	0.0199	0.0147
O	19.6576	-0.5469	19.4897	-0.0133	0.0071	0.011
O	0.2767	13.0838	22.2723	-0.0309	-0.0204	-0.0074
O	5.8934	0.7793	12.5786	-0.0198	-0.0111	0.0227
O	5.6562	2.5087	19.3769	-0.0075	0.0073	0.0044
O	-1.9904	1.7666	20.8778	0.0324	-0.0022	0.0069
O	5.0745	0.0507	14.9879	0.013	-0.0082	-0.0253
O	7.9547	5.0241	11.6854	0.0275	-0.0194	0.0063
O	12.4931	2.027	14.6385	-0.0004	-0.0237	-0.0254
O	6.1345	4.1235	21.2989	-0.012	0.0134	0.0021
O	1.7269	4.6797	18.4944	0.0042	-0.038	0.0008
O	0.8735	10.2003	11.0496	-0.0178	0.001	0.0123
O	3.8549	0.7122	19.0643	0.0085	0.0138	0.0196
O	11.3212	8.8342	17.3487	0.0172	0.0003	-0.0257
O	11.4683	5.4327	11.1005	-0.0141	-0.031	0.0066
O	10.8748	12.7148	11.1708	0.0139	-0.0223	0.0017
O	3.0025	-2.0364	17.3523	-0.0174	0.0001	-0.0203
O	6.0406	4.3366	16.3203	0.0182	-0.0026	0.0016
O	-2.2621	8.1678	23.2711	-0.023	-0.006	-0.0001
O	0.9769	16.8091	13.7305	0	-0.0175	0.0048
O	10.143	4.1121	12.9748	-0.0126	0.0348	-0.01
O	5.7021	5.1027	18.8307	-0.011	-0.0126	-0.0065
O	9.5745	4.1673	21.8473	0.0233	-0.0056	0.0061
O	4.1995	6.3624	17.0844	0.0048	0.0113	-0.0121
O	3.463	7.8666	11.0112	-0.0224	-0.0211	-0.0137
O	4.492	-0.5988	10.816	0.0111	0.0025	-0.0074
O	7.6168	8.4481	20.8148	0.0056	-0.0015	0.0036
O	1.8333	2.4099	19.8472	0.0231	0.0179	-0.0256
O	8.9333	-2.925	17.1124	-0.0017	0.0063	-0.0186
O	-1.1601	6.7302	21.2204	-0.019	-0.0083	0.0236
O	-2.3538	-1.9848	12.9118	0.0242	-0.0078	-0.0208
O	8.9685	0.2088	11.5664	-0.01	-0.0205	-0.0136
O	-0.6801	12.0412	15.81	0.0206	0.0148	0.005
O	4.5943	8.333	15.3527	-0.0042	-0.0006	0.0147
O	8.3414	2.8722	16.5407	0.0064	0.0007	-0.0122
O	2.3079	-3.7077	15.4438	-0.0002	-0.0098	0.0239
O	-4.7569	10.7646	20.1068	0.0001	0.0004	-0.0079
O	9.6396	4.0781	9.7469	-0.0045	0.0285	0.0139
O	13.443	2.4196	17.3444	-0.0209	0.0128	0.0249
O	2.314	0.3639	22.1217	-0.0083	0.0224	0.0141
O	11.0142	8.0344	12.3799	-0.0272	0.0187	-0.0031
O	6.493	2.2255	14.7726	-0.007	0.0059	-0.0001
O	-1.8292	6.5061	13.5689	0.0105	-0.0019	-0.0137
O	-0.0369	3.3935	16.9863	0.0121	-0.0148	-0.0039
O	11.9845	4.9017	21.0002	-0.0118	-0.0081	0.0062
O	4.6522	1.4486	21.5043	-0.0122	-0.0131	-0.0102
O	6.9865	-1.7973	15.6219	-0.0014	-0.0106	0.0236
O	12.4894	-0.4268	15.6616	-0.0203	0.0123	0.0147
O	6.7917	-1.9467	18.3093	0.0232	-0.0022	-0.0027
O	12.9005	3.7393	12.655	-0.0108	-0.0136	0.0047
H	3.8723	7.0024	11.1644	0.0067	0.0162	-0.0046

Results
free energy: -135584.010 eV
free energy less fixed offsets of H -17.10, N -388.26, O -569.03, Si -635.61 eV per atom: 1.150 eV

The program warned: the cutoff lies below the one the program advises for these potential files; the exchange-correlation potential is rough where the density is thin.
